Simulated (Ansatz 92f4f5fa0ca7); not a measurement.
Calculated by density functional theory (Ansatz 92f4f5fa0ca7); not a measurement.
Periodic cell of 221 atoms, Si131O86B1H3, from a study of silicon, its oxide and their interface. The atomic structure is a simulated model.
Doubt: the cutoff is far below the 930 eV that the study's wrapper takes by default for these files, so forces and energies are approximate.
This geometry differs little from another in the collection (a relaxation step or a small displacement).

Settings: functional PBE; potential files Ansatz PAW; basis plane waves; wave-function cutoff 580 eV; density cutoff ratio 5; exchange-correlation grid ratio 1; k mesh 1 x 1 x 1, Gamma-centred; self-consistency stop 5e-08 eV per atom in the density residual; occupations fixed; spin none; net charge 0.

Cell vectors (angstrom)
a 10.938 0 0
b 0 10.938 0
c 0 0 32.1424

Atoms: element, x, y, z (angstrom)
Si 10.7593 0.233 24.6573
Si 5.7582 10.5085 24.6351
Si 2.6149 3.0557 24.5564
Si 8.5466 2.4714 24.6914
Si 0.3099 5.2138 24.7584
Si 5.3501 5.6964 24.6246
Si 3.076 7.8824 24.6856
Si 8.1261 8.4155 24.7541
Si 1.483 1.3804 25.874
Si 6.8649 1.3037 25.8796
Si 4.1719 4.1346 25.9607
Si 9.6676 4.034 26.0479
Si 1.4724 6.7978 26.036
Si 6.9188 6.8155 25.9991
Si 4.1869 9.4626 26.032
Si 9.6541 9.6151 26.0519
Si 2.7902 -0.0248 27.2859
Si 8.219 0.0067 27.3772
Si 0.121 2.6817 27.375
Si 5.519 2.6972 27.2708
Si 2.8105 5.4406 27.4161
Si 8.2617 5.4212 27.3488
Si 0.0721 8.1905 27.3537
Si 5.5478 8.1459 27.4259
Si 4.1356 1.3565 28.6736
Si 9.6148 1.3618 28.7248
Si 1.421 4.0782 28.7516
Si 6.8612 4.0641 28.6945
Si 4.1528 6.8118 28.776
Si 9.6095 6.8232 28.7101
Si 1.4158 9.5774 28.709
Si 6.8764 9.5667 28.7531
Si 0.0177 -0.0177 30.0884
Si 5.4772 -0.0053 30.0841
Si 2.7689 2.7078 30.0911
Si 8.2267 2.7212 30.0849
Si 0.0242 5.4498 30.0887
Si 5.5039 5.4301 30.1006
Si 2.7562 8.1953 30.0942
Si 8.2318 8.187 30.0943
Si 1.3673 1.3673 31.4587
Si 6.8362 1.3673 31.4587
Si 4.1018 4.1018 31.4587
Si 9.5708 4.1018 31.4587
Si 1.3673 6.8362 31.4587
Si 6.8362 6.8362 31.4587
Si 4.1018 9.5708 31.4587
Si 9.5708 9.5708 31.4587
Si 2.7345 0 0.6835
Si 8.2035 0 0.6835
Si 0 2.7345 0.6835
Si 5.469 2.7345 0.6835
Si 2.7345 5.469 0.6835
Si 8.2035 5.469 0.6835
Si 0 8.2035 0.6835
Si 5.469 8.2035 0.6835
Si 4.0851 1.3871 2.0443
Si 9.5565 1.3661 2.0659
Si 1.356 4.1057 2.0594
Si 6.7896 4.1312 2.0191
Si 4.0874 6.8485 2.0706
Si 9.5442 6.8741 2.0452
Si 1.3362 9.5866 2.0435
Si 6.8388 9.5663 2.0667
Si -0.0416 -0.0353 3.4608
Si 5.4404 0.0112 3.3851
Si 2.7017 2.7216 3.4459
Si 8.1018 2.7385 3.346
Si -0.0447 5.4993 3.3739
Si 5.4685 5.4866 3.4509
Si 2.6857 8.233 3.4041
Si 8.2079 8.227 3.486
Si 1.3112 1.3359 4.8138
Si 6.7926 1.365 4.7631
Si 4.0931 4.0972 4.7928
Si 9.3945 4.1868 4.6337
Si 1.2906 6.8803 4.7612
Si 6.8218 6.8754 4.8522
Si 4.0211 9.6527 4.7454
Si 9.561 9.5626 4.9387
Si 2.596 -0.0689 6.2749
Si 8.1433 0.0593 6.2264
Si -0.2232 2.7739 5.8867
Si 5.391 2.667 6.1704
Si 2.7213 5.5302 6.0661
Si 8.1836 5.4945 6.2328
Si 0.0375 8.2223 6.3563
Si 5.4211 8.3292 6.0964
Si 4.2188 1.1348 7.6064
Si 9.2798 1.7322 7.4718
Si 1.045 4.272 7.0786
Si 6.9547 3.866 7.4659
Si 3.8339 7.1702 7.3611
Si 9.8666 6.4697 7.68
B 1.7916 9.0982 7.0156
Si 6.4989 9.8888 7.5132
O 2.6411 8.3046 7.7365
O 8.1225 2.8079 8.0267
O 4.2129 6.7921 24.1205
O 9.6315 1.3502 24.1402
O 5.368 0.0414 8.0846
O 0.0865 5.3134 7.9382
O 1.4031 4.114 24.1906
O 6.9804 9.4782 24.2331
H 7.0903 9.2299 8.7167
O 4.4897 6.6616 8.7814
O 9.318 6.752 9.2264
O 3.6797 1.8632 9.0176
O 1.6444 3.0732 8.0201
O 6.1065 4.509 8.7422
O 10.1165 1.1494 8.7779
H 0.3706 10.5095 23.4326
H 2.4462 8.5048 23.4808
O 10.6533 5.901 23.3975
O 6.0234 5.0327 23.2618
O 4.9934 10.7606 23.2005
O 7.9846 3.2378 23.355
O 8.8436 7.8553 23.388
O 3.3218 2.7054 23.1026
Si 6.5864 1.5091 15.415
Si 4.9625 10.7774 21.573
Si 7.7322 7.5991 16.0224
Si 5.9747 1.5211 12.2218
Si 0.8047 0.0339 17.2767
Si 1.1605 1.5404 14.4931
Si 6.4997 5.2686 17.8608
Si 10.6911 1.3459 10.2974
Si 7.3129 4.4152 22.4661
Si 3.088 8.8078 17.1553
Si 4.0505 5.4501 19.8313
Si 5.3027 4.7779 15.1408
Si 0.1187 10.1117 12.453
Si 1.955 2.0367 19.162
Si 9.517 6.6564 22.5262
Si 8.4695 3.2431 11.5785
Si 0.2144 7.5683 19.9337
Si 3.1945 5.1755 11.2807
Si 9.3231 9.4383 18.0196
Si 4.9157 1.7154 18.0019
Si 6.9894 3.1176 19.5823
Si 0.317 4.5242 15.3968
Si 2.7289 6.6094 14.9654
Si 5.5728 5.7776 9.627
Si 8.474 8.1617 12.9884
Si 2.7081 8.1111 12.2599
Si 3.5705 2.6326 21.4922
Si 8.3799 6.2711 10.4878
Si 6.9884 0.1595 19.4737
Si 8.2514 3.9386 14.678
Si 3.6409 2.9865 13.2692
Si 3.245 8.3322 20.2292
Si 5.585 9.7083 15.5634
Si 5.5244 9.5176 12.5076
Si 2.3564 2.7488 9.4284
Si 1.321 4.9342 18.4548
O 1.4426 9.1705 12.0773
O 8.4165 4.654 10.7536
O 4.2074 9.7635 16.4365
O 4.2432 5.9719 14.7842
O 4.5494 2.3138 12.088
O 6.4397 10.4978 20.9002
O 7.1253 2.3159 11.3698
O 2.6374 7.7707 13.8426
O 5.4973 2.9023 18.9486
O 2.2588 1.9816 20.7608
O 4.5857 3.4691 14.5001
O 8.7969 8.4958 16.8233
O 8.834 7.0294 11.8589
O 1.2426 0.9388 15.9997
O 6.3457 1.4999 13.8076
O 4.8053 5.3102 10.9947
O 9.5974 4.7261 15.2657
O 0.4355 0.3894 13.5484
O 0.4878 6.128 19.1932
O 1.6078 8.3112 20.3875
O 3.7809 6.8386 20.6925
O 7.6053 4.2257 18.5295
O 2.6061 4.2298 10.0826
O 6.2603 8.2735 15.8713
O 6.7632 10.85 15.8069
O 5.0656 9.8397 14.0324
O 2.9213 4.318 12.6481
O 2.5311 6.6852 11.4123
O 7.4389 6.3297 17.03
O 2.6167 1.8476 13.8183
O 7.8362 2.5907 15.5857
O 9.786 2.4415 11.0808
O 5.4542 4.662 16.7534
O 5.5164 5.7295 19.1093
O 6.9925 8.7646 12.5611
O 3.3025 1.8466 18.2103
O 5.7831 10.9221 11.6933
O 1.6828 9.6103 17.2361
O 0.4963 3.0379 14.7017
O 5.6385 0.3298 18.5312
O 8.6532 3.5209 13.1656
O 2.9208 5.2837 18.6368
O 7.7125 1.6445 19.612
O 6.8471 6.6874 10.0772
O 10.2224 7.297 21.229
O 5.3508 1.9023 16.4345
O 0.7225 4.7247 16.9576
O 1.0073 0.8124 18.6969
O 1.4132 5.6108 14.748
O 3.9253 4.1319 20.8569
O 8.0702 10.0565 18.8638
O 9.7439 9.2365 12.9763
O 10.3079 8.5777 18.9813
O 10.1579 10.6152 17.2569
O 1.3173 1.8553 10.3223
O 4.6662 1.4266 21.2205
O 10.6242 -0.0983 11.0516
O 3.6367 8.5022 18.6536
O 2.7438 7.3891 16.4058
O 8.3677 5.5915 22.0926
O 8.3457 7.4702 14.4866
O 6.8577 3.7277 21.0722
O 4.2095 8.726 11.8696
O 6.8665 4.8719 14.5729
O 3.8985 9.6066 21.0609
O 1.1306 3.4345 19.0483

Results
free energy: -132391.881 eV
free energy less fixed offsets of B -154.04, H -15.97, O -568.88, Si -635.61 eV per atom: -1.341 eV

Forces (eV/angstrom), in the order of the atoms: element, x, y, z
Si -0.0001 -0.0004 -0.0003
Si -0.0003 0.0002 -0.0006
Si 0.0001 -0.0002 -0.0009
Si -0.0004 0 -0.0006
Si -0.0004 0.0003 -0.0005
Si 0 -0.0003 -0.0008
Si -0.0007 0.0004 -0.0006
Si 0.0003 -0.0001 -0.0005
Si -0.0003 0.0003 0.0003
Si 0.0001 0 0.0001
Si -0.0005 0.0002 0.0005
Si -0.0001 -0.0002 0.0003
Si 0.0002 0.0001 0.0006
Si -0.0004 0.0002 0.0005
Si 0 -0.0007 0.0003
Si -0.0001 0 0.0006
Si -0.0003 0.0005 -0.0008
Si -0.0001 0.0001 0
Si -0.0002 0.0006 -0.0002
Si 0 0.0002 -0.0011
Si -0.0003 -0.0001 0.0004
Si -0.0001 0.0003 -0.0002
Si -0.0001 0.0006 -0.0001
Si -0.0001 0.0003 0.0004
Si -0.0005 0.0002 0.0016
Si -0.0007 0.0004 -0.0001
Si -0.001 0.0017 -0.0009
Si 0 0.001 0.0005
Si -0.0013 0.0014 -0.0016
Si -0.0001 0.0005 0.0002
Si -0.001 -0.0005 0.0003
Si -0.0004 0.0002 -0.0005
Si 0.0007 0.0002 0.0001
Si -0.0005 0.0005 -0.0001
Si 0.0008 -0.0016 0
Si -0.0002 -0.0003 -0.0001
Si -0.0003 -0.0004 -0.0002
Si 0.0018 -0.0008 0.0005
Si -0.0005 -0.0001 0.0001
Si 0.0003 -0.0013 0.0003
Si 0.1091 -0.0814 -0.0737
Si 0.0606 -0.0128 -0.0561
Si 0.116 -0.2092 0.0119
Si 0.0266 0.0127 -0.013
Si 0.0253 0.0005 -0.0198
Si 0.1374 -0.1351 -0.0422
Si 0.0491 0.0433 0.0282
Si 0.1558 -0.0803 -0.0045
Si -0.1316 0.0819 0.037
Si -0.0349 -0.0362 0.073
Si -0.0416 -0.046 0.1132
Si -0.2831 0.156 -0.1801
Si 0.0176 0.0012 0.1177
Si -0.0514 0.1767 -0.0007
Si -0.117 0.1127 -0.1027
Si 0.0146 -0.0166 0.1366
Si -0.0017 0.0006 0.0002
Si 0.0005 0.0004 -0.0008
Si -0.0008 0.0012 0.0005
Si -0.0011 0.0032 0.0001
Si -0.001 0.0016 0.0008
Si -0.0017 0.0014 0
Si 0.0006 0.0014 -0.0011
Si -0.0002 -0.0004 0.0005
Si -0.0017 0.004 -0.0037
Si 0.0021 -0.0003 -0.0018
Si -0.0007 0 -0.0002
Si 0.0019 -0.0038 0.0017
Si -0.0001 -0.0045 -0.0009
Si -0.0008 -0.001 -0.0007
Si 0.0024 -0.0029 -0.0003
Si 0.0001 0.0009 -0.0026
Si 0.0019 0.0004 -0.0002
Si 0.0015 0.0008 0.0002
Si -0.0016 0.0025 0.0002
Si 0.0014 0.0001 0.0007
Si 0.0024 0.0025 0.0022
Si -0.002 0.0019 0.0007
Si -0.0022 -0.0022 0.0004
Si 0.001 -0.0039 0.0031
Si 0.0022 0.0037 0.0056
Si -0.0022 0.0015 -0.0003
Si -0.0016 0.0028 -0.0006
Si 0.001 -0.0007 0.0016
Si -0.0011 -0.0045 -0.005
Si -0.0016 -0.0036 -0.0007
Si -0.0088 -0.0027 0.0017
Si 0.0023 -0.0004 -0.0029
Si -0.0025 0.001 0.0013
Si -0.0004 -0.0011 -0.0014
Si -0.001 0.0014 -0.0005
Si -0.0021 0.0007 -0.001
Si -0.0096 0.0099 0.0131
Si 0.0058 0.0033 0.005
B 0.0268 -0.0204 0.0016
Si -0.0001 0.0023 0.001
O -0.0139 0.0132 -0.0129
O 0.0009 0.0004 -0.0005
O 0.0008 -0.0007 0.0006
O -0.0001 0 0
O 0.0008 -0.0007 -0.0014
O -0.0025 -0.0012 -0.0014
O 0.0005 -0.0005 0
O 0.0001 -0.0003 0.0002
H 0.0001 -0.0002 0.0001
O -0.0005 0.0004 -0.0079
O -0.0004 -0.0005 -0.0011
O -0.0004 0.0001 0.0002
O -0.0006 -0.0003 -0.0007
O 0.0002 -0.0007 0.0002
O -0.0001 0.0006 0.0011
H -0.0001 0.0002 0.0001
H -0.0002 0.0001 0.0002
O 0.0001 0.0001 0.0006
O -0.0002 0.0002 0
O 0.0002 0 0.0006
O -0.0001 0 0.0004
O -0.0003 0.0001 -0.0002
O -0.0005 0.0003 0.0005
Si -0.0003 0.0003 -0.0001
Si -0.0003 0.0002 -0.0001
Si -0.0005 0.0002 -0.0003
Si -0.0007 0.0002 0.0003
Si -0.0004 0.0002 -0.0003
Si -0.0005 0.0003 -0.0001
Si -0.0006 0.0004 -0.0005
Si -0.0003 0.0006 0.0007
Si -0.0001 0.0002 -0.0001
Si -0.0005 0.0003 -0.0004
Si -0.0003 0.0003 0
Si -0.0004 0.0003 -0.0003
Si -0.0006 0.0003 0.0009
Si -0.0005 0.0004 -0.0001
Si -0.0003 0.0001 0
Si -0.0005 0.0004 0.0011
Si -0.0003 0.0004 -0.0001
Si -0.0006 0 0.0002
Si -0.0003 0.0002 -0.0004
Si -0.0005 0.0004 -0.0005
Si -0.0006 0.0003 -0.0003
Si -0.0007 0.0001 -0.0003
Si -0.0003 0.0001 0.0001
Si 0.0009 -0.0002 0.0015
Si -0.0004 0.0003 0.0001
Si 0 0.0003 0.0003
Si -0.0002 0.0002 0
Si 0.0004 0.0002 -0.0002
Si -0.0003 0.0003 -0.0001
Si -0.0005 0.0004 0.0001
Si -0.0004 0.0001 0.0002
Si -0.0004 0.0002 0
Si -0.0003 0.0002 -0.0001
Si -0.0006 0.0004 0.0002
Si 0.0007 -0.0012 0.0004
Si -0.0006 0.0002 -0.0004
O -0.0002 0 -0.0004
O -0.0001 -0.0002 0
O -0.0006 0.0002 -0.0001
O -0.0005 0.0004 -0.0001
O -0.0005 0.0002 -0.0004
O -0.0005 0.0001 -0.0001
O -0.0001 0.0003 -0.0005
O -0.0004 0.0003 -0.0002
O -0.0004 0.0002 0.0001
O -0.0004 0.0003 -0.0001
O -0.0005 0.0001 -0.0001
O -0.0004 0.0003 -0.0001
O -0.0003 0.0001 -0.0002
O -0.0005 0.0002 0.0001
O -0.0003 0.0003 -0.0003
O -0.0002 0.0001 -0.0004
O -0.0004 0.0002 -0.0001
O -0.0004 0 -0.0004
O -0.0005 0.0003 -0.0001
O -0.0004 0.0002 -0.0003
O -0.0006 0.0003 -0.0002
O -0.0003 0.0001 0
O 0 0.0006 -0.0002
O -0.0004 0.0003 -0.0001
O -0.0005 0.0002 -0.0002
O -0.0005 0.0002 -0.0002
O -0.0002 0.0004 -0.0003
O -0.0005 0.0002 -0.0005
O -0.0004 0.0001 0
O -0.0002 0.0003 -0.0004
O -0.0005 0.0003 -0.0002
O -0.0004 0.0002 -0.0002
O -0.0002 0.0003 0.0003
O -0.0005 0.0002 -0.0002
O -0.0002 0.0003 -0.0005
O -0.0005 0.0003 0
O -0.0002 0.0001 -0.0002
O -0.0005 0.0002 -0.0002
O -0.0006 0.0003 -0.0001
O -0.0005 0.0002 0
O -0.0003 0 -0.0007
O -0.0004 0.0002 -0.0001
O -0.0005 0.0002 -0.0002
O -0.0004 0.0005 0.0002
O -0.0005 -0.0001 0.0002
O -0.0004 0.0002 0
O -0.0003 0.0002 0
O -0.0004 0.0003 0
O -0.0003 0.0004 -0.0002
O -0.0003 0 -0.0001
O -0.0006 0.0002 0
O -0.0004 0.0003 -0.0002
O -0.0005 0.0002 0.0001
O -0.0004 0.0002 -0.0001
O -0.0008 0.0001 0.0003
O -0.0006 0.0002 0
O -0.0003 0.0005 -0.0005
O -0.0003 0.0003 0
O -0.0004 0.0003 -0.0002
O 0 -0.0001 -0.0001
O -0.0004 0.0003 -0.0002
O 0 0.0002 0.0004
O -0.0005 0.0004 -0.0005
O -0.0004 0.0003 -0.0003
O -0.0002 0.0003 -0.0001
O -0.0005 0.0002 -0.0001

The program warned: the cutoff lies below the one the program advises for these potential files; the forces do not sum to zero within the program's tolerance; the exchange-correlation potential is rough where the density is thin.
